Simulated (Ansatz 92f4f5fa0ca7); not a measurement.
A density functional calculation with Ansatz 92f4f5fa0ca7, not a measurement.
Periodic cell of 372 atoms, Si240O132, from a study of silicon, its oxide and their interface. The atomic structure is a simulated model.
Doubt: the cutoff is far below the 930 eV that the study's wrapper takes by default for these files, so forces and energies are approximate.
This geometry differs little from another in the collection (a relaxation step or a small displacement).

Settings
functional: PBE
potential files: Ansatz PAW
basis: plane waves
wave-function cutoff: 580 eV
density cutoff ratio: 5
exchange-correlation grid ratio: 1
k mesh: 1 x 1 x 1, Gamma-centred
self-consistency stop: 5e-08 eV per atom in the density residual
occupations: fixed
spin: none
net charge: 0

Cell vectors (angstrom)
a, 11.6015, 0, 0
b, 0, 13.3963, 0
c, 0, 0, 42.3272

Atoms and the computed forces on them: element, x, y, z (angstrom), force x, y, z (eV/angstrom)
Si, 0, 2.2327, 1.1851, -0.0021, 0.0024, 0.0268
Si, 3.8672, 2.2327, 1.1851, -0.0162, 0.0112, -0.0347
Si, 7.7343, 2.2327, 1.1851, -0.0051, -0.0126, 0.0052
Si, 1.9336, 5.5818, 1.1851, 0.0151, -0.0153, 0.0354
Si, 5.8008, 5.5818, 1.1851, -0.0048, -0.0269, -0.0107
Si, 9.6679, 5.5818, 1.1851, -0.0222, -0.0082, 0.0136
Si, 0, 8.9308, 1.1851, -0.0324, 0.0081, -0.0058
Si, 3.8672, 8.9308, 1.1851, -0.006, -0.0171, 0.0072
Si, 7.7343, 8.9308, 1.1851, 0.0152, -0.0045, -0.0118
Si, 1.9336, 12.2799, 1.1851, -0.0173, 0.0261, -0.0321
Si, 5.8008, 12.2799, 1.1851, 0.0018, 0.026, 0.0409
Si, 9.6679, 12.2799, 1.1851, 0.0229, 0.0125, 0.0443
Si, 1.9336, 1.1164, 1.9745, 0.0604, -0.0516, 0.0171
Si, 5.8008, 1.1164, 1.9745, -0.0271, -0.0219, 0.0081
Si, 9.6679, 1.1164, 1.9745, -0.0099, -0.0292, 0.0014
Si, 0, 4.4654, 1.9745, 0.0045, 0.002, -0.0221
Si, 3.8672, 4.4654, 1.9745, 0.0529, -0.0351, 0.0041
Si, 7.7343, 4.4654, 1.9745, -0.0431, -0.0182, 0.0004
Si, 1.9336, 7.8145, 1.9745, 0.0792, 0.0718, -0.0191
Si, 5.8008, 7.8145, 1.9745, 0.0172, 0.0699, -0.0223
Si, 9.6679, 7.8145, 1.9745, 0.0272, 0.0531, 0.0009
Si, 0, 11.1635, 1.9745, 0.07, -0.0433, 0.007
Si, 3.8672, 11.1635, 1.9745, -0.0725, 0.0516, -0.0093
Si, 7.7343, 11.1635, 1.9745, -0.0116, -0.0358, -0.0229
Si, 1.9336, 1.1164, 4.3426, 0.1588, -0.1258, -0.0276
Si, 5.8008, 1.1164, 4.3426, -0.0838, -0.0997, 0.0355
Si, 9.6679, 1.1164, 4.3426, -0.0218, -0.0956, 0.1386
Si, 0, 4.4654, 4.3426, 0.0596, 0.0337, -0.079
Si, 3.8672, 4.4654, 4.3426, 0.1342, -0.0955, -0.3484
Si, 7.7343, 4.4654, 4.3426, -0.1128, -0.0724, -0.2381
Si, 1.9336, 7.8145, 4.3426, 0.2043, 0.1456, 0.0894
Si, 5.8008, 7.8145, 4.3426, 0.0026, 0.1618, 0.0968
Si, 9.6679, 7.8145, 4.3426, 0.0522, 0.163, -0.3745
Si, 0, 11.1635, 4.3426, 0.1805, -0.1304, 0.1175
Si, 3.8672, 11.1635, 4.3426, -0.1502, 0.1511, 0.2543
Si, 7.7343, 11.1635, 4.3426, -0.1019, -0.039, 0.1841
Si, 0, 0, 37.9866, 0.1228, 0.1161, -0.2597
Si, 3.8672, 0, 37.9866, -0.3444, 0.0701, 0.0681
Si, 7.7343, 0, 37.9866, 0.3216, -0.1209, -0.2381
Si, 1.9336, 3.3491, 37.9866, -0.0675, -0.3029, 0.0984
Si, 5.8008, 3.3491, 37.9866, 0.0555, -0.1147, 0.4014
Si, 9.6679, 3.3491, 37.9866, -0.2572, -0.1425, 0.0399
Si, 0, 6.6981, 37.9866, -0.4006, 0.0681, 0.1578
Si, 3.8672, 6.6981, 37.9866, 0.2374, 0.135, -0.0597
Si, 7.7343, 6.6981, 37.9866, -0.0712, 0.0189, -0.0794
Si, 1.9336, 10.0472, 37.9866, -0.0172, 0.307, 0.2663
Si, 5.8008, 10.0472, 37.9866, 0.029, -0.1559, -0.2661
Si, 9.6679, 10.0472, 37.9866, -0.0025, 0.0476, -0.189
Si, 0, 0, 40.3548, 0.0582, 0.04, 0.0145
Si, 3.8672, 0, 40.3548, -0.1471, 0.0549, -0.0048
Si, 7.7343, 0, 40.3548, 0.1238, -0.0342, 0.0137
Si, 1.9336, 3.3491, 40.3548, -0.0315, -0.1165, 0.0162
Si, 5.8008, 3.3491, 40.3548, 0.0023, -0.0494, 0.005
Si, 9.6679, 3.3491, 40.3548, -0.0954, -0.0568, 0.0118
Si, 0, 6.6981, 40.3548, -0.138, 0.0105, 0.0112
Si, 3.8672, 6.6981, 40.3548, 0.0919, 0.0594, 0.0232
Si, 7.7343, 6.6981, 40.3548, -0.0159, 0.0069, -0.0025
Si, 1.9336, 10.0472, 40.3548, -0.0177, 0.1245, -0.0045
Si, 5.8008, 10.0472, 40.3548, 0.0052, -0.061, -0.0083
Si, 9.6679, 10.0472, 40.3548, 0.0147, 0.0258, 0.0112
Si, 0, 2.2327, 41.1442, 0.0052, 0.006, -0.0013
Si, 3.8672, 2.2327, 41.1442, 0.0244, -0.0057, 0.0458
Si, 7.7343, 2.2327, 41.1442, -0.0004, 0.027, 0.0239
Si, 1.9336, 5.5818, 41.1442, -0.0101, 0.0076, -0.0811
Si, 5.8008, 5.5818, 41.1442, 0.0094, 0.0088, 0.007
Si, 9.6679, 5.5818, 41.1442, 0.0143, 0.0069, 0.0151
Si, 0, 8.9308, 41.1442, 0.0328, -0.0172, -0.0022
Si, 3.8672, 8.9308, 41.1442, -0.0063, 0.0078, 0.0022
Si, 7.7343, 8.9308, 41.1442, -0.0074, -0.0089, -0.0141
Si, 1.9336, 12.2799, 41.1442, 0.0119, -0.0336, 0.0639
Si, 5.8008, 12.2799, 41.1442, -0.0099, -0.015, -0.0931
Si, 9.6679, 12.2799, 41.1442, -0.0123, -0.016, -0.0121
Si, 0.6697, -0.0063, 30.3503, 0.0038, 0.0183, -0.0097
Si, 5.7754, -1.1856, 31.6119, -0.0021, -0.048, -0.0451
Si, 9.8578, -3.1794, 30.6222, -0.0097, -0.0088, -0.0236
Si, 2.3923, 7.8183, 28.5252, -0.0175, 0.0125, 0.006
Si, 4.9504, 6.3732, 28.8338, -0.0107, -0.0058, 0.0046
Si, 8.6719, 3.4567, 30.7991, 0.0112, 0.019, 0.0272
Si, -2.162, 5.4404, 31.8775, 0.0084, -0.0263, -0.0387
Si, 1.92, 5.9172, 32.0948, 0.0037, -0.0082, 0.0118
Si, 7.832, 7.1792, 29.9785, 0.0145, 0.0001, 0.0108
Si, 1.8949, 9.8555, 30.8382, -0.0179, 0.008, -0.0095
Si, 7.8483, 9.1938, 31.1726, -0.0127, 0.0075, -0.0055
Si, 7.7082, 13.2705, 30.8652, -0.0222, 0.0054, -0.0064
Si, -0.0386, 2.8308, 30.5744, -0.0012, -0.0077, 0.0117
Si, 4.7823, 2.2245, 31.7776, -0.0048, -0.0019, 0.0051
Si, 7.1858, 1.9791, 31.853, 0.0035, -0.0068, -0.0005
Si, 0.3319, 5.7076, 29.2043, -0.0054, 0.0006, 0.0083
Si, 4.3282, 4.4589, 31.2553, -0.004, -0.0103, 0.0098
Si, 11.3995, 6.6202, 31.2238, 0.0002, 0.0116, 0.0146
Si, -0.0952, 8.948, 31.714, 0.0145, -0.0089, -0.0118
Si, 3.4871, 8.6643, 31.9844, 0.0164, -0.0013, 0.0049
Si, 5.7842, 10.1123, 30.5514, 0.0116, 0.0558, 0.044
Si, 2.2534, 12.2169, 31.5036, 0.0037, -0.0174, 0.0025
Si, 4.0981, 13.5761, 30.7667, 0.0175, 0.0025, -0.0006
Si, 9.6549, 12.3116, 31.6559, 0.002, 0.0058, 0.0068
Si, 0.0435, 2.4059, 33.845, -0.0015, 0.0113, -0.0388
Si, 3.9803, 2.2334, 34.0371, 0.0085, -0.0012, -0.0026
Si, 7.7119, 2.1501, 34.1293, -0.0034, -0.0099, -0.0003
Si, 1.8471, 5.6169, 34.3631, 0.0071, -0.0013, -0.0115
Si, 5.6091, 5.5035, 33.987, 0.0041, -0.0031, -0.0156
Si, 9.5263, 5.5542, 34.183, 0.021, 0.0091, 0.0275
Si, -0.0638, 8.9502, 34.0795, -0.0052, 0.0025, 0.013
Si, 3.7898, 8.942, 34.2524, -0.0081, -0.001, 0.0052
Si, 7.6999, 8.9485, 33.7145, -0.0022, 0.0006, 0.0002
Si, 1.9542, 12.2783, 33.9044, 0.0073, 0.0008, 0.0065
Si, 5.7905, 12.2588, 34.0053, 0.0059, 0.0092, 0.0134
Si, 9.6451, 12.2685, 34.0183, 0.0016, -0.0029, 0.0022
Si, 1.9508, 1.1556, 34.6424, -0.0082, -0.0052, 0.0037
Si, 5.8081, 1.0539, 34.9382, -0.0053, -0.0038, -0.0002
Si, 9.7496, 1.1427, 34.7212, 0.0025, 0.0014, 0.0041
Si, -0.1064, 4.4827, 34.9331, -0.0075, 0.0023, -0.0023
Si, 3.7876, 4.4219, 34.9655, -0.0067, 0.0004, 0.0051
Si, 7.583, 4.421, 34.8335, -0.0123, 0.0003, 0.0002
Si, 1.8449, 7.8647, 34.9971, 0.0047, 0.0033, -0.0031
Si, 5.8015, 7.7894, 34.6935, 0.0086, 0.0066, 0.0044
Si, 9.5641, 7.8484, 34.7708, -0.0017, -0.0008, 0.0084
Si, 0.0017, 11.1961, 34.7888, 0.0017, -0.0009, 0.0056
Si, 3.8492, 11.2049, 34.849, -0.0034, 0, -0.0008
Si, 7.7149, 11.1097, 34.7533, -0.0007, -0.003, 0.0048
Si, 1.9286, 1.1226, 37.1044, 0.0046, 0.0006, 0.0015
Si, 5.7986, 1.098, 37.2618, -0.0017, -0.002, -0.0016
Si, 9.6912, 1.1248, 37.1425, -0.003, -0.0002, 0.0022
Si, -0.0106, 4.4585, 37.2583, -0.0009, 0.0042, 0.0015
Si, 3.8659, 4.4555, 37.2778, 0.0006, 0.0012, 0.0028
Si, 7.7085, 4.4627, 37.1975, 0.0028, 0.0014, 0.0056
Si, 1.9163, 7.8268, 37.2996, -0.0023, 0.001, 0.0028
Si, 5.8186, 7.8042, 37.1246, -0.0013, -0.0042, -0.0004
Si, 9.6473, 7.8267, 37.1674, -0.0013, 0.0049, -0.0024
Si, 0.007, 11.1722, 37.1757, -0.0009, 0.0011, 0.0011
Si, 3.8675, 11.1757, 37.2093, 0.001, -0.0013, -0.0002
Si, 7.7297, 11.1481, 37.1577, -0.0009, -0.001, -0.0048
Si, 0.0116, -0.005, 5.1279, 0.0035, -0.0008, -0.0008
Si, 3.8717, 0.0132, 5.1989, -0.0022, 0.0039, 0.0024
Si, 7.725, -0.0038, 5.1466, 0.0008, 0.0029, 0.0017
Si, 1.9483, 3.3468, 5.089, 0.0011, 0.0023, -0.0021
Si, 5.7963, 3.3413, 5.1246, 0, 0.0039, -0.0022
Si, 9.6616, 3.3579, 5.0965, -0.0019, 0.0018, -0.0004
Si, 0.0019, 6.7123, 5.081, -0.002, 0.0011, -0.0052
Si, 3.8849, 6.6734, 5.1159, 0.0034, 0.0014, -0.0013
Si, 7.7528, 6.6952, 5.0772, -0.0048, -0.0005, -0.002
Si, 1.9418, 10.0422, 5.2073, -0.0003, 0.003, -0.0037
Si, 5.7782, 10.0672, 5.1627, 0.003, -0.0001, 0.001
Si, 9.6741, 10.0445, 5.1388, 0.0006, -0.001, -0.0002
Si, 0.0608, -0.0277, 7.4931, 0.0002, -0.0003, 0.0043
Si, 3.8932, 0.0612, 7.6275, -0.0053, 0.0032, -0.0019
Si, 7.7333, -0.0254, 7.5256, -0.003, -0.0005, -0.0011
Si, 1.9847, 3.3526, 7.4284, 0.0022, -0.0036, -0.0014
Si, 5.8302, 3.2954, 7.4888, 0.006, -0.0079, -0.0019
Si, 9.6693, 3.3857, 7.4381, -0.0002, 0.0016, -0.0004
Si, 0.1029, 6.7522, 7.4114, 0.0032, -0.0092, 0.0044
Si, 4.0299, 6.5767, 7.4728, -0.0077, -0.0097, -0.0033
Si, 7.8789, 6.7074, 7.4084, 0.0178, -0.005, 0.0054
Si, 1.9937, 10.0112, 7.6441, 0.003, -0.0048, 0.0017
Si, 5.7379, 10.1174, 7.5608, -0.0002, 0.0031, -0.0103
Si, 9.7098, 10.0314, 7.5151, -0.0031, -0.001, 0.0019
Si, 0.0187, 2.2643, 8.084, 0.0018, -0.0069, 0.0044
Si, 3.8724, 2.3188, 8.4366, -0.0022, -0.0025, 0.0073
Si, 7.7783, 2.2072, 8.2611, 0.0006, 0.0034, -0.0042
Si, 1.9928, 5.5807, 8.1524, 0.0026, 0.0037, -0.0117
Si, 6.0592, 5.4999, 8.2402, -0.004, 0.003, 0.0297
Si, 9.8445, 5.6124, 8.2572, -0.0103, 0.0029, -0.0107
Si, 0.0216, 8.9133, 8.3922, -0.005, 0.0021, -0.005
Si, 3.9263, 8.735, 8.3339, 0.0009, -0.0046, 0.028
Si, 7.6922, 8.9533, 8.1218, 0.0029, 0.0038, 0.0316
Si, 1.9903, 12.2821, 8.4207, -0.0012, 0.0066, -0.0008
Si, 5.8016, 12.3599, 8.5219, 0, 0.0062, 0.0054
Si, 9.7001, 12.2768, 8.2263, -0.0012, -0.0007, -0.0057
Si, 0.0095, 2.3782, 10.3791, 0.0011, -0.0058, -0.0055
Si, 3.7848, 2.4897, 10.8821, -0.0036, 0.0059, -0.01
Si, 7.782, 2.418, 10.6129, 0.0038, 0.0108, -0.0064
Si, 1.6125, 5.6026, 11.4252, -0.0209, 0.0035, 0.0222
Si, 9.8152, 5.5943, 10.6352, 0.0107, 0.0029, 0.0115
Si, 7.6894, 4.7611, 10.8258, -0.0163, 0.0048, -0.0073
Si, -0.1845, 9.0069, 10.7839, 0.0085, 0.0075, -0.0104
Si, 3.4882, 8.6576, 11.3903, -0.0069, -0.0466, -0.0005
Si, 9.6566, 7.6995, 11.6891, 0.0013, -0.0183, 0.0199
Si, 1.8782, 12.4607, 10.8206, -0.0041, -0.0008, -0.0101
Si, 5.6728, 12.7495, 10.9929, 0.0086, -0.0023, -0.0058
Si, 9.7966, 12.4661, 10.5502, -0.0001, -0.0015, -0.0016
Si, 1.7784, 1.3075, 11.4235, -0.0028, 0.0277, 0.0241
Si, 5.8511, 1.6096, 11.637, -0.0043, -0.0097, 0.0085
Si, 9.7684, 1.2697, 11.3066, -0.0042, 0.0006, 0.0083
Si, -0.2038, 4.1836, 11.8142, 0.0014, 0.0005, 0.018
Si, 3.4869, 4.4938, 12.1688, -0.006, -0.0113, 0.0073
Si, 6.0705, 5.5455, 13.2139, 0.0085, 0.0015, 0.0039
Si, 1.4316, 7.8489, 12.0288, -0.0048, -0.0063, 0.019
Si, 5.6591, 8.4399, 13.4565, -0.0067, 0.0088, -0.0084
Si, 7.9055, 9.1009, 11.2882, 0.0238, 0.0051, -0.0008
Si, -0.0164, 11.2656, 11.4911, -0.0074, -0.0043, 0.0261
Si, 3.7977, 11.6875, 11.889, 0.0122, 0.0213, 0.0108
Si, 8.3194, 11.3024, 11.8638, 0.0046, -0.0107, -0.0159
O, 3.254, 4.0227, 13.7309, 0.0012, 0.0105, -0.0119
O, 5.5701, 9.6315, 14.5721, -0.0011, -0.003, -0.0058
O, 10.1484, 1.112, 12.9449, -0.0018, -0.0013, -0.0074
O, 9.7302, 7.5221, 13.3434, -0.0022, -0.0067, -0.0184
O, 1.31, 1.3659, 13.039, 0.0046, -0.0074, -0.0135
O, 6.1867, 1.8653, 13.272, -0.0014, -0.0004, -0.0073
O, 1.2602, 7.895, 13.6919, 0.0057, 0.0072, -0.0142
O, -0.1248, 11.253, 13.1644, 0.0119, -0.0014, -0.0167
O, 3.8667, 11.4871, 13.5366, -0.0046, 0.009, -0.0042
O, -0.3399, 3.4468, 13.3479, 0.0074, 0.0065, -0.0101
O, 5.9544, 4.3742, 14.3113, 0.0009, 0.013, -0.0055
O, 8.8183, 11.2967, 13.4398, 0.0121, 0.0005, 0.0187
O, 6.4244, 3.7666, 27.186, 0.0025, 0.0008, -0.0011
O, 1.8739, 9.1939, 29.2791, 0.0015, -0.0003, 0.0056
O, 7.8619, -0.2108, 29.1819, 0.0102, -0.0108, 0.0308
O, 11.1262, 5.9393, 27.7794, 0.0127, -0.006, -0.0054
O, 8.9389, 6.9013, 28.7816, -0.0048, 0.0056, 0.0006
O, 0.6865, 12.5852, 28.9265, 0.0011, -0.0018, 0.0021
O, 10.1556, 10.2715, 28.9854, -0.0023, 0.0025, 0.0228
O, 3.9687, 7.6696, 28.8629, 0.0211, -0.0021, 0.0013
O, 5.2084, 10.2437, 29.0029, 0.0064, -0.0025, 0.0005
O, 12.029, 4.1199, 29.671, 0.0055, 0.0063, -0.0092
O, 0.473, 7.4504, 24.8305, -0.0015, -0.0009, 0.0006
O, -0.7425, -0.0564, 31.1683, -0.0082, -0.004, 0.0019
Si, 7.7016, 11.3811, 23.4172, 0.0011, -0.0045, -0.0045
Si, 4.3929, 10.736, 14.8999, 0.0042, 0.0031, 0.0031
Si, 7.424, 9.8275, 25.9853, -0.0027, 0.0058, -0.0001
Si, 2.5366, 9.1253, 16.8647, -0.001, -0.005, 0.007
Si, -0.5528, 0.0249, 16.2177, 0.0041, 0.0032, -0.0023
Si, 7.8464, 3.6211, 27.9596, -0.0036, 0.0005, 0.0008
Si, 8.5203, 7.1828, 22.3324, -0.0018, 0.002, -0.0021
Si, 1.4184, 11.5707, 17.997, 0.0026, -0.003, -0.0019
Si, 7.4533, 7.9826, 19.6394, -0.0005, -0.0028, -0.0059
Si, 10.441, 2.1146, 23.7617, -0.001, 0.0033, -0.0065
Si, 4.0636, -0.617, 17.0521, 0.0005, 0.0014, -0.0033
Si, 0.8742, 8.552, 25.9635, 0.0019, 0.004, -0.0012
Si, 5.2028, 5.577, 17.1381, 0.0035, -0.0004, -0.0031
Si, 9.5251, 6.0815, 27.4778, -0.012, 0.0032, -0.0052
Si, 0.6405, 10.5335, 20.8285, 0, 0.0014, -0.0026
Si, 7.4466, 0.7287, 27.9112, 0.0035, 0.01, -0.0037
Si, 7.6672, 3.8115, 16.8251, -0.0008, 0.0028, -0.0024
Si, 7.6495, 6.9907, 25.3249, 0.0001, -0.0007, -0.0034
Si, 11.4568, 1.8121, 13.6755, 0.0052, -0.0054, -0.0107
Si, -1.011, 4.8009, 22.618, -0.0039, -0.003, -0.0059
Si, 4.6444, 14.8231, 19.022, 0.0009, 0, -0.0035
Si, 7.3383, 1.5706, 20.2953, -0.0006, 0.0018, -0.0075
Si, 9.313, 14.9915, 18.3529, -0.0012, -0.0008, -0.0011
Si, 4.3918, 7.7314, 19.0626, 0.0009, -0.0022, -0.0021
Si, 6.1208, 2.7838, 14.6182, 0.0034, -0.0039, 0.0021
Si, 12.2117, 12.7037, 27.3007, 0.01, 0.0039, 0.0031
Si, 7.8485, 6.7509, 16.8163, -0.0018, -0.0006, -0.0022
Si, 2.622, 10.9038, 25.6329, -0.0014, -0.0035, -0.004
Si, 3.556, 2.1192, 16.4446, 0.0007, -0.004, -0.0018
Si, -1.6641, 2.5765, 20.9261, 0.0006, 0.0003, -0.0032
Si, 6.2424, 13.7472, 22.8935, -0.0041, 0.0044, -0.0012
Si, 2.6109, 8.3935, 21.5542, 0.0013, 0.001, 0.0007
Si, 5.6065, 4.8581, 26.294, 0.0003, -0.0004, 0.0008
Si, 4.4305, 13.8538, 28.4304, -0.0109, 0.0015, 0.007
Si, 2.1757, 1.6445, 26.5534, 0.0037, 0.0027, -0.0018
Si, 2.8336, 11.1196, 22.6412, -0.0014, -0.0006, -0.0013
Si, 1.9561, 1.7227, 23.791, 0.0014, 0.0031, -0.0032
Si, 8.2327, 13.8156, 24.9635, 0.0039, 0.003, -0.0033
Si, 10.2873, 10.3652, 27.3609, -0.0019, -0.012, -0.0042
Si, 10.2323, 11.0983, 14.2281, -0.0099, 0.0044, -0.0138
Si, 4.9599, 10.8798, 27.5169, 0.0045, -0.0002, -0.0042
Si, 9.204, 9.8028, 21.2029, -0.0002, -0.0008, -0.0006
Si, 3.5425, 13.8091, 21.7063, 0.0029, 0.0012, -0.0009
Si, 1.0712, 7.0892, 15.1074, -0.004, 0.0007, 0.0053
Si, 2.8813, 4.0881, 25.0557, 0.0008, -0.0019, -0.0012
Si, 2.8062, 4.5385, 15.2168, 0.0035, 0.0037, 0.0008
Si, 1.355, 6.4948, 23.8271, 0.0037, 0.007, 0.0038
Si, 9.897, 8.0367, 14.8848, 0.0004, -0.0081, 0.0035
O, 9.4877, 1.4471, 24.8977, -0.0035, -0.0038, 0.0055
O, 6.1703, 4.2564, 17.4146, -0.0005, -0.0007, 0.0037
O, 0.3678, 5.5523, 22.9607, 0.0022, -0.0027, -0.0033
O, 3.0188, 11.892, 17.9193, -0.0004, -0.0003, 0.0038
O, 4.4983, 6.1914, 18.4871, -0.0003, -0.0001, 0.0018
O, 2.3223, 5.5924, 24.7923, 0.0043, 0, 0.0066
O, 7.5205, 7.1043, 21.0341, -0.0004, 0.001, 0.001
O, 4.758, 14.3509, 22.6623, 0.0003, 0, 0.0024
O, 3.8758, 2.4572, 18.0193, 0.0003, -0.0006, 0.0018
O, -0.8603, 3.9655, 21.2142, 0.0004, 0.0005, -0.0017
O, 8.6484, 2.9993, 17.8297, -0.0004, 0.0041, 0.0018
O, 3.6289, 8.7448, 18.0199, 0.0024, 0.0015, 0.001
O, 3.2571, 1.3583, 27.7395, -0.0009, 0.0016, 0.0019
O, 4.4899, 4.1458, 25.3527, 0.004, 0.0003, 0.0021
O, 1.0021, 11.5135, 19.5679, 0, -0.0003, 0.0035
O, 5.085, 0.1217, 18.1061, 0.0016, -0.0007, 0.004
O, 3.1272, 11.5239, 24.204, 0.0007, 0.0008, 0.0052
O, 4.5031, 12.4192, 27.6778, -0.0009, -0.0112, -0.0027
O, -3.1905, 5.2378, 16.4919, 0.0009, -0.0009, 0.003
O, 1.233, 11.1824, 22.2235, 0.0011, 0.0003, 0.0013
O, 8.8444, 10.1495, 26.6815, 0.003, 0.0002, -0.0016
O, 4.0005, 5.2731, 16.0668, -0.0057, -0.0009, -0.0007
O, 6.6941, 5.6833, 25.4137, -0.0002, -0.0008, 0.0021
O, 3.166, 0.5416, 16.2948, 0.0002, -0.0002, 0.0031
O, 4.8704, 2.2928, 15.5097, 0.0014, 0.0005, 0.0029
O, 10.211, 3.7375, 23.8066, -0.003, -0.0009, 0.0053
O, 8.3462, 10.9152, 22.0149, -0.0008, 0.0012, 0.0038
O, 6.9831, 8.2609, 26.1211, 0.0017, 0.0038, 0.0018
O, 6.2193, 6.7532, 16.6075, 0.0015, 0.0016, 0.0053
O, 7.0947, 0.5525, 21.5244, 0.0037, -0.0035, 0.0005
O, 3.5732, 7.6536, 20.4726, 0.0018, -0.0005, -0.0009
O, 9.3845, 5.8351, 22.4195, -0.0016, -0.0008, 0.001
O, 8.1249, 7.1757, 18.3785, 0.0012, 0.0015, 0.0015
O, -0.4956, 7.1602, 15.5406, 0.0005, 0.002, 0.0028
O, 10.2557, 9.6256, 14.9221, 0.0038, 0.0124, 0.0083
O, 9.4881, 8.4869, 22.1362, 0.0025, 0.0024, 0.0032
O, 1.8824, 11.9963, 26.5808, -0.0026, 0.0025, 0.0019
O, 6.951, 1.09, 24.1708, -0.0023, 0.0028, 0.0046
O, 2.1626, 0.9211, 22.4015, -0.0013, 0.0011, 0.003
O, -0.9733, 10.4486, 20.8078, 0.0004, 0.0013, 0.0012
O, 1.5579, 9.7788, 25.1475, 0.0002, 0.0018, 0
O, 5.9335, 2.1398, 19.7057, -0.0015, 0.0012, 0.0005
O, 3.8024, 10.2252, 26.5574, 0.0061, 0.0032, 0.0018
O, 8.1254, 14.1503, 19.1111, 0.0002, -0.0023, 0.0031
O, -1.1549, 1.955, 19.4999, 0.0028, 0.0018, 0.0062
O, 8.9787, 4.5619, 27.3053, 0.0004, -0.0027, 0.0007
O, 8.5572, 7.7868, 15.7797, 0.0026, 0.0004, 0.0034
O, 1.314, 9.0267, 20.7459, -0.0009, 0.0011, 0.0006
O, 10.3517, 12.228, 15.373, 0.0002, -0.0042, 0.0001
O, 9.9397, 14.0843, 17.1927, 0.0013, -0.0017, 0.0012
O, 2.3827, 3.1599, 15.9951, -0.0037, 0.005, -0.0022
O, -0.3794, 9.1287, 26.8292, -0.0073, 0.0087, 0.0058
O, 2.2107, 7.3433, 22.7329, 0.0042, 0.0046, -0.0009
O, 10.1551, 1.5879, 22.2265, 0.0017, -0.0004, 0.0026
O, 10.8675, 11.8459, 26.9023, -0.003, 0.0032, -0.002
O, 7.4784, 10.1088, 24.3867, -0.0006, 0.0032, 0.0109
O, 1.5382, 5.5304, 14.9928, 0.0038, -0.01, 0.0047
O, 2.5948, 3.2294, 23.6836, -0.0008, -0.0006, 0.001
O, 9.1222, 6.7824, 26.0519, 0.0013, -0.0011, 0.0058
O, 8.6841, 12.4534, 24.1772, 0.0018, -0.0015, 0.0015
O, 0.372, 1.7623, 24.1232, 0.0061, -0.0013, 0.0022
O, 4.8972, 11.8733, 15.9726, 0.0015, -0.0024, -0.0017
O, 6.2632, 12.1295, 23.1655, 0.0005, -0.0021, 0.0033
O, 5.8925, 8.3353, 19.3239, 0.0007, 0.0021, 0.0031
O, 7.7753, 13.4148, 26.4813, 0.0033, -0.0046, -0.0004
O, 3.6115, 14.3817, 20.1969, -0.0009, 0.0003, 0.001
O, 8.3022, 2.8066, 20.7918, 0.0022, 0.0033, 0.0026
O, 2.6587, 1.0195, 25.1041, -0.0004, -0.0003, 0.0009
O, 1.2858, 10.0433, 17.4036, -0.0076, 0.0052, 0.0056
O, 5.8823, 1.1642, 28.1376, -0.0126, 0.0134, 0.0001
O, 7.7431, 7.3274, 23.7451, -0.0006, 0.0017, 0.005
O, 2.0057, 7.9536, 26.9608, 0.002, -0.0032, -0.0047
O, 8.3362, 9.3464, 19.8877, 0.0004, 0.002, 0.001
O, 3.6028, 12.1868, 21.675, 0.0014, 0.0015, 0.0007
O, -0.084, 14.6507, 15.2171, -0.0022, 0.0021, 0.0082
O, 1.9594, 7.7253, 16.2987, -0.0052, -0.007, -0.0033
O, 8.339, 2.0837, 27.8775, 0.0058, 0.0002, -0.0029
O, 7.4696, 2.7735, 15.5527, 0.0012, -0.0019, -0.0017
O, 0.7376, 0.9109, 26.9379, -0.0043, -0.0012, -0.0007
O, 2.1092, 3.2837, 26.3003, -0.0009, 0.0015, 0.0011
O, 3.172, 9.9263, 15.5949, 0.007, 0.0033, -0.0083
O, 6.3524, 10.7906, 26.7107, -0.0012, -0.006, 0.0037
O, 0.5973, -0.6864, 17.1533, -0.0012, 0.0035, -0.0013
O, 3.4065, 9.6309, 22.2861, 0.0004, 0.0018, 0.0013
O, 7.7506, 4.0351, 29.5388, -0.0026, 0.0011, -0.014
O, 4.2079, 8.1675, 12.7779, 0.0081, -0.0027, 0.0207
O, 2.6983, 4.5676, 31.5168, -0.0076, 0.0102, -0.0004
O, 14.6243, -6.2933, 31.7229, -0.0097, -0.0071, 0.002
O, 6.1455, 6.9787, 13.98, 0.0122, -0.0169, -0.003
O, 5.2876, 5.2681, 32.3549, 0.0116, 0.0107, 0.0157
O, 7.4261, 5.2883, 12.3689, -0.01, -0.0004, 0.0035
O, 4.8194, 5.4609, 12.1693, -0.0046, -0.0033, 0.0046
O, 0.0969, 2.9144, 32.2281, 0.0014, -0.0054, 0.0273
O, 3.9375, 8.0937, 9.9068, -0.0023, 0.0078, -0.0234
O, 6.6279, 8.899, 12.2671, -0.0588, 0.0107, -0.0175
O, 12.5037, 1.5976, 30.0632, -0.0074, 0.0107, 0.0045
O, 8.0767, 19.639, 31.3105, -0.0035, 0.0006, 0.002
O, 6.469, 5.3694, 9.8647, 0.0069, -0.011, -0.0136
O, 1.8164, 6.3461, 28.9653, -0.0045, -0.0083, 0.0045
O, 4.847, 5.8785, 27.2932, 0.0024, 0.002, 0.0012
O, 3.8907, 10.218, 11.1691, 0.0115, 0.0261, -0.0185
O, 4.6066, 5.1012, 29.7865, 0.0032, 0.0036, -0.0071
O, 24.9533, 5.5803, 9.7799, 0.0133, -0.0014, -0.0218
O, 7.3977, 8.9039, 9.7508, 0.017, 0.0003, -0.0165
O, 4.9598, -4.5084, 31.2749, -0.0056, -0.0014, -0.0048
O, 6.8367, -14.798, 11.8857, -0.0156, 0.0061, 0.0149
O, 6.4162, 6.9175, 29.2362, 0.0042, 0.0018, -0.0032
O, 9.9712, 15.9748, 30.2524, 0.0046, -0.006, -0.0113

Results
free energy: -227634.846 eV
free energy less fixed offsets of O -568.88, Si -635.61 eV per atom: 3.714 eV

The program warned: the cutoff lies below the one the program advises for these potential files; the forces do not sum to zero within the program's tolerance; the exchange-correlation potential is rough where the density is thin.
